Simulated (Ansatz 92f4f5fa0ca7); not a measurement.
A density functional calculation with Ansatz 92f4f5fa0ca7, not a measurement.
Periodic cell of 234 atoms, Si146O88, from a study of silicon, its oxide and their interface. The atomic structure is a simulated model.
Doubt: the cutoff is low for norm-conserving oxygen, so forces and energies are approximate.
Doubt: the program's own warning below bears on the result.

Settings: functional HSE06; potential files SPMS norm-conserving; basis plane waves; wave-function cutoff 800 eV; density cutoff ratio 4; exchange-correlation grid ratio 1; k mesh 1 x 1 x 1, Gamma-centred; occupations fixed; spin none; net charge 0.

Cell vectors (angstrom)
a  11.6015  0  0
b  0  10.938  0
c  0  0  32.1198

Atoms: element, x, y, z (angstrom)
Si  0.2719  -0.0557  23.3363
Si  4.1224  0.1187  23.4842
Si  7.9537  0.0036  23.3963
Si  2.1411  1.3836  23.4144
Si  6.0972  1.4532  23.3579
Si  9.9679  1.3039  23.5282
Si  0.0613  5.7233  23.3222
Si  3.8607  5.2443  23.443
Si  7.7981  5.4648  23.4811
Si  2.1317  6.8479  23.5087
Si  5.7089  6.7034  23.3121
Si  9.6486  6.9178  23.5234
Si  1.9419  2.7225  25.3579
Si  5.8824  2.7097  25.37
Si  9.7203  2.7851  25.3689
Si  11.6533  4.1698  25.2282
Si  3.9079  3.9998  25.4088
Si  7.7506  4.1424  25.4418
Si  2.0953  8.2098  25.425
Si  5.9  8.1481  25.2802
Si  9.7569  8.2494  25.4323
Si  11.7515  9.5247  25.2952
Si  4.0259  9.6072  25.3907
Si  7.8185  9.5851  25.3538
Si  11.6426  -0.0176  27.2455
Si  3.9192  0.0183  27.3137
Si  7.7797  0.005  27.2909
Si  1.955  1.3527  27.288
Si  5.8544  1.357  27.3034
Si  9.7186  1.3771  27.278
Si  11.668  5.459  27.246
Si  3.9363  5.4584  27.2832
Si  7.7929  5.5037  27.3393
Si  2.0079  6.8156  27.3133
Si  5.8577  6.8461  27.2721
Si  9.7448  6.8317  27.3125
Si  1.9336  2.7345  29.2205
Si  5.8008  2.7345  29.2205
Si  9.6679  2.7345  29.2205
Si  0  4.1018  29.2205
Si  3.8672  4.1018  29.2205
Si  7.7343  4.1018  29.2205
Si  1.9336  8.2035  29.2205
Si  5.8008  8.2035  29.2205
Si  9.6679  8.2035  29.2205
Si  0  9.5708  29.2205
Si  3.8672  9.5708  29.2205
Si  7.7343  9.5708  29.2205
Si  0  0  31.1541
Si  3.8672  0  31.1541
Si  7.7343  0  31.1541
Si  1.9336  1.3673  31.1541
Si  5.8008  1.3673  31.1541
Si  9.6679  1.3673  31.1541
Si  0  5.469  31.1541
Si  3.8672  5.469  31.1541
Si  7.7343  5.469  31.1541
Si  1.9336  6.8362  31.1541
Si  5.8008  6.8362  31.1541
Si  9.6679  6.8362  31.1541
Si  1.9336  2.7345  0.9679
Si  5.8008  2.7345  0.9679
Si  9.6679  2.7345  0.9679
Si  0  4.1018  0.9679
Si  3.8672  4.1018  0.9679
Si  7.7343  4.1018  0.9679
Si  1.9336  8.2035  0.9679
Si  5.8008  8.2035  0.9679
Si  9.6679  8.2035  0.9679
Si  0  9.5708  0.9679
Si  3.8672  9.5708  0.9679
Si  7.7343  9.5708  0.9679
Si  11.5749  0.0116  2.8853
Si  3.8127  -0.0099  2.9401
Si  7.6766  0.0162  2.8684
Si  1.9081  1.3873  2.9222
Si  5.7371  1.3646  2.9225
Si  9.6198  1.3462  2.8657
Si  11.5301  5.4952  2.8831
Si  3.8468  5.4667  2.9075
Si  7.6485  5.4523  2.9119
Si  1.9047  6.7894  2.8396
Si  5.7441  6.8746  2.9457
Si  9.5757  6.833  2.9223
Si  1.8858  2.8242  4.8275
Si  5.6721  2.6637  4.9142
Si  9.591  2.7075  4.7775
Si  11.5076  4.0908  4.7739
Si  3.8583  4.1633  4.892
Si  7.6173  4.0532  4.8325
Si  1.9096  8.1068  4.7573
Si  5.7096  8.2928  4.8934
Si  9.5655  8.2179  4.8593
Si  11.5591  9.4384  4.7015
Si  3.7358  9.6213  4.9441
Si  7.6499  9.6554  4.8208
Si  11.5225  -0.1625  6.582
Si  3.4648  0.0131  6.9913
Si  7.5611  0.145  6.7377
Si  1.6134  1.4491  6.7115
Si  5.5062  1.3376  6.9603
Si  9.6343  1.2758  6.6647
Si  11.5108  5.3959  6.7341
Si  3.9332  5.501  6.9006
Si  7.6408  5.5467  6.6787
Si  1.8974  6.6613  6.6495
Si  5.7887  7.0527  6.9192
Si  9.6137  6.7997  6.7723
O  5.5109  2.3348  8.2937
O  1.8301  7.6709  7.9411
O  5.88  8.1054  8.2577
O  11.4039  4.5149  8.16
O  7.7094  10.0231  7.9962
O  9.5344  7.522  8.2792
O  2.9376  10.0308  8.3261
O  10.0221  2.2292  7.9712
O  7.6564  4.5374  8.0047
O  3.9395  4.5097  8.2513
O  0.2512  9.8806  7.9776
O  1.1459  2.2338  8.1377
O  2.5168  7.8453  22.214
O  2.1154  2.2785  22.0014
O  6.2652  2.4501  22.0016
O  4.0868  10.0572  22.1661
O  5.2288  7.6559  22.0007
O  7.8375  9.9314  22.0664
O  3.7782  4.346  22.0256
O  9.5517  7.8894  22.1821
O  0.0325  5.1734  21.765
O  8.2046  4.2432  22.4066
O  0.2782  10.237  21.7716
O  10.388  2.2846  22.2357
Si  1.5731  9.1203  8.5984
Si  4.3789  6.3646  14.3793
Si  2.4997  2.098  16.0534
Si  7.5531  4.6563  9.6257
Si  3.8793  8.5373  21.6292
Si  2.9203  8.161  16.5138
Si  11.21  10.374  20.2743
Si  -0.0935  5.5259  12.7366
Si  11.3452  2.9403  8.6216
Si  2.9322  3.3339  21.0514
Si  8.6764  0.7797  15.6135
Si  4.2373  1.8024  18.6062
Si  8.9888  7.4916  9.8215
Si  3.4002  10.4242  14.6296
Si  7.4828  5.2149  18.9149
Si  5.9374  10.9741  11.4491
Si  10.1259  2.2625  20.6266
Si  4.4138  9.5281  18.8505
Si  0.1651  8.2855  11.2877
Si  0.241  8.8868  17.6867
Si  1.3152  10.7926  12.7071
Si  8.1253  8.5841  15.8098
Si  8.7218  8.8692  21.1905
Si  6.7717  9.2455  9.0697
Si  2.4941  4.0283  13.6385
Si  7.8774  2.0712  12.8513
Si  0.07  0.4386  15.6474
Si  10.3748  6.2562  18.1945
Si  0.3103  4.6745  20.2457
Si  5.7467  8.9389  13.7843
Si  6.8848  2.7342  17.1392
Si  3.2895  1.8367  11.5317
Si  9.638  5.9463  15.2924
Si  4.77  3.4731  9.2154
Si  6.9938  8.0212  18.7733
Si  9.8975  3.4185  11.1654
Si  7.4367  3.3413  21.2772
Si  6.8806  4.3373  14.6056
O  2.7618  10.1662  13.1501
O  9.0012  5.8535  19.0102
O  7.9704  1.1818  14.2071
O  11.123  2.8372  10.2392
O  8.5357  3.5489  10.2765
O  3.6641  2.7324  10.1899
O  5.7634  2.1421  18.1536
O  8.6234  10.1131  15.763
O  6.3172  3.2528  15.7003
O  7.5728  4.0638  17.7769
O  1.8542  4.1643  20.1472
O  8.1762  6.0913  10.1249
O  3.9177  2.5343  20.0285
O  7.8275  8.5923  10.1111
O  8.3314  5.0076  14.9796
O  9.7763  9.634  20.2466
O  2.5359  9.3899  15.5278
O  4.0648  8.7322  17.4933
O  10.5815  7.8723  17.9543
O  8.4884  2.3474  20.4862
O  7.9545  1.5347  16.8661
O  10.7812  5.801  14.1576
O  7.0941  1.1748  11.7176
O  5.9747  4.3104  10.0026
O  3.642  8.7224  20.0366
O  9.2653  7.5328  15.3321
O  9.4203  2.399  12.3582
O  6.2028  9.6796  12.4156
O  1.0701  1.4371  16.4603
O  6.0064  9.291  19.0222
O  11.6554  5.8089  19.1089
O  7.73  8.2811  17.3518
O  0.5988  0.3987  14.0852
O  5.7619  5.5203  14.5888
O  0.5291  9.7359  19.0791
O  7.0825  3.4858  13.2018
O  3.3466  5.4087  13.5853
O  0.5492  6.9226  12.1342
O  10.8436  0.9862  19.9267
O  3.3401  1.014  15.167
O  10.2551  7.9416  10.7497
O  3.255  2.408  17.457
O  6.4476  6.4665  18.6369
O  1.5186  7.9071  17.3159
O  1.0568  4.3932  12.9672
O  10.4001  4.8695  11.7264
O  5.9143  10.3591  9.9176
O  6.8739  4.4635  20.2378
O  4.7615  7.6688  13.462
O  10.2391  1.1972  15.6156
O  3.2642  2.8952  12.7663
O  0.2423  9.6609  12.1905
O  4.9748  10.0616  14.6765
O  1.258  8.6851  10.1355
O  -0.0621  9.9489  16.4632
O  7.8263  7.9999  20.1736
O  3.5943  6.8793  15.7426
O  4.0598  0.1809  18.7867
O  10.3  5.5247  16.7309
O  2.3386  3.4683  15.1733
O  4.5053  0.7628  11.7031
O  6.9433  8.3782  14.712
O  1.8222  1.0177  11.6089
O  10.8165  3.5267  19.906

Results
free energy: -55957.841 eV
free energy less fixed offsets of O -447.96, Si -113.29 eV per atom: 2.979 eV
gap between the highest filled and lowest empty level on this k mesh: 1.475 eV

The program warned: the cutoff lies below the one the program advises for these potential files; the model core charge is not resolved on the grid; the forces do not sum to zero within the program's tolerance; the exchange-correlation potential is rough where the density is thin.
